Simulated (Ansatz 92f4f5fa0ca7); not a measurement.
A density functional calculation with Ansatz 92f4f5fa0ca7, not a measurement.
Periodic cell of 226 atoms, Si132O92As2, from a study of silicon, its oxide and their interface. The atomic structure is a simulated model.
Doubt: the cutoff is far below the 930 eV that the study's wrapper takes by default for these files, so forces and energies are approximate.
This geometry differs little from another in the collection (a relaxation step or a small displacement).

Settings
functional: PBE
potential files: Ansatz PAW
basis: plane waves
wave-function cutoff: 580 eV
density cutoff ratio: 5
exchange-correlation grid ratio: 1
k mesh: 1 x 1 x 1, Gamma-centred
self-consistency stop: 5e-08 eV per atom in the density residual
occupations: fixed
spin: none
net charge: 0

Cell vectors (angstrom)
a	10.938	0	0
b	0	10.938	0
c	0	0	31.9494

Atoms: element, x, y, z (angstrom)
As	10.6719	-0.0245	24.007
Si	5.0358	0.1308	24.6462
Si	2.8055	2.3383	24.5774
Si	8.455	2.4586	24.5415
Si	10.6739	5.5751	24.3188
Si	5.1427	5.6472	24.4197
Si	2.9185	7.9457	24.3875
Si	8.4273	7.8624	24.3849
As	1.3065	1.2016	26.0123
Si	6.7515	1.3609	25.7454
Si	3.9856	4.0534	25.7426
Si	9.6766	3.9918	25.8258
Si	1.2989	6.7854	25.6668
Si	6.8171	6.7441	25.7282
Si	3.9613	9.4759	25.93
Si	9.5181	9.5247	25.703
Si	2.7221	-0.093	27.3835
Si	8.1563	-0.0322	27.0914
Si	0.0665	2.7589	27.3184
Si	5.4363	2.7495	27.1358
Si	2.6556	5.4518	27.1177
Si	8.2039	5.3766	27.1092
Si	-0.0068	8.2116	27.0841
Si	5.5035	8.1636	27.15
Si	4.1352	1.3643	28.566
Si	9.5329	1.3455	28.5126
Si	1.4017	4.1378	28.6195
Si	6.8202	4.0899	28.5223
Si	4.0921	6.809	28.4847
Si	9.5558	6.8182	28.4557
Si	1.2959	9.5037	28.6086
Si	6.8448	9.5524	28.521
Si	-0.0368	0.0033	29.9152
Si	5.4933	-0.0125	29.9072
Si	2.7568	2.7243	29.9244
Si	8.1882	2.7303	29.8904
Si	-0.0211	5.4991	29.9021
Si	5.4591	5.4664	29.8868
Si	2.7455	8.1699	29.9012
Si	8.2177	8.1856	29.8758
Si	1.3673	1.3673	31.2657
Si	6.8362	1.3673	31.2657
Si	4.1018	4.1018	31.2657
Si	9.5708	4.1018	31.2657
Si	1.3673	6.8362	31.2657
Si	6.8362	6.8362	31.2657
Si	4.1018	9.5708	31.2657
Si	9.5708	9.5708	31.2657
Si	2.7345	0	0.6835
Si	8.2035	0	0.6835
Si	0	2.7345	0.6835
Si	5.469	2.7345	0.6835
Si	2.7345	5.469	0.6835
Si	8.2035	5.469	0.6835
Si	0	8.2035	0.6835
Si	5.469	8.2035	0.6835
Si	4.0952	1.3794	2.0585
Si	9.5944	1.3482	2.041
Si	1.3501	4.1359	2.0519
Si	6.8246	4.1334	2.04
Si	4.0891	6.8473	2.0399
Si	9.5732	6.8385	2.0583
Si	1.3551	9.6021	2.0518
Si	6.8245	9.6116	2.0431
Si	0.0318	0.0373	3.468
Si	5.4811	0.0385	3.4419
Si	2.7146	2.7676	3.3953
Si	8.2504	2.7772	3.3361
Si	0.0247	5.5152	3.4642
Si	5.473	5.5225	3.4191
Si	2.7343	8.2395	3.3886
Si	8.2393	8.2812	3.3768
Si	1.379	1.454	4.8407
Si	6.9093	1.4719	4.7149
Si	4.0584	4.1487	4.7417
Si	9.5993	4.0757	4.7676
Si	1.3671	6.9709	4.8296
Si	6.8404	6.9862	4.7185
Si	4.0939	9.569	4.7761
Si	9.6213	9.5746	4.8267
Si	2.7577	0.0267	6.124
Si	8.2936	0.1143	6.0735
Si	0.0139	2.7948	6.294
Si	5.5097	2.8316	6.0497
Si	2.7523	5.5853	6.118
Si	8.2541	5.5918	5.9403
Si	0.0471	8.3019	6.355
Si	5.4986	8.2979	6.2069
Si	4.4247	1.1734	7.3061
Si	9.8105	1.1396	7.6024
Si	1.1771	4.5003	7.4863
Si	6.6386	4.5339	7.2234
Si	4.3238	6.6954	7.5162
Si	9.7306	6.607	7.4803
Si	1.2802	9.9332	7.6876
Si	6.7211	9.9609	7.3952
O	9.2448	1.2215	23.7923
O	4.0866	6.8419	23.9511
O	3.923	1.2354	24.0604
O	9.5015	6.6823	23.8883
O	-0.0221	5.5457	7.9978
O	5.5742	0.1237	7.8946
O	0.0734	0.0836	8.1289
O	5.5348	5.6056	7.8572
O	7.5923	3.9375	8.4066
O	8.7257	7.0379	8.7366
O	2.1763	9.4425	9.0232
O	8.8849	1.6543	8.9003
O	7.6202	9.4668	8.6899
O	3.5978	1.8122	8.5681
O	3.5782	7.2064	8.9179
O	2.0665	4.0078	8.794
O	8.0325	3.6385	23.4482
O	0.4126	4.9196	22.9301
O	1.7994	2.7306	23.3417
O	5.7201	4.9372	23.0446
O	5.4748	10.0647	23.4245
O	2.3352	8.6158	22.9996
O	-0.231	9.3906	22.7683
O	7.702	8.5582	23.0737
Si	8.6538	7.6368	18.3783
Si	8.7909	6.3397	13.603
Si	3.8043	1.4862	14.6851
Si	2.1532	5.6329	17.5587
Si	2.3841	3.0671	19.5093
Si	9.8224	9.0143	12.0619
Si	1.1631	9.1225	21.9609
Si	9.1887	0.9558	13.1784
Si	1.4084	5.0151	12.9827
Si	1.7971	8.2105	12.7932
Si	6.6175	9.5625	22.3872
Si	4.559	4.533	15.654
Si	8.2024	2.9968	9.5586
Si	0.8638	8.1285	19.1208
Si	6.9446	1.3504	21.0799
Si	8.2267	8.301	9.6534
Si	10.8606	5.1209	15.5495
Si	7.5695	9.4638	16.2775
Si	9.9053	2.0405	20.2738
Si	3.2134	8.4889	9.8956
Si	6.6835	3.2956	17.3895
Si	1.0752	0.1139	19.8087
Si	3.2352	2.7831	12.2723
Si	7.19	5.3626	19.6494
Si	5.751	8.645	11.5171
Si	5.7934	6.0506	13.1685
Si	4.6427	9.6777	17.5866
Si	0.984	3.5632	22.1896
Si	4.8768	1.4501	18.7859
Si	3.1934	3.0724	9.495
Si	6.4708	10.7902	13.7519
Si	10.3563	0.0821	15.9503
Si	5.6621	3.6374	11.1294
Si	9.85	3.8846	11.8653
Si	2.35	9.8859	15.5124
Si	6.0872	8.1	19.7629
Si	6.8712	4.0003	22.3665
Si	9.7449	2.722	17.3546
O	7.2012	6.3565	13.9418
O	1.9355	6.9988	18.5096
O	10.2306	3.963	16.4597
O	6.1709	9.9462	17.008
O	10.154	0.704	14.4594
O	8.4221	6.0603	18.8078
O	5.1796	0.6361	14.3889
O	5.6746	2.0279	17.4954
O	8.3177	1.9818	20.5242
O	1.9743	4.221	18.4045
O	6.9609	2.7767	10.6165
O	4.8717	2.6894	12.1947
O	6.0652	4.3264	16.2833
O	4.5631	3.9037	9.9148
O	10.6721	2.7253	21.5488
O	9.7189	6.1256	14.9414
O	5.995	6.4664	19.8109
O	4.08	0.1268	18.2651
O	9.2844	10.5416	12.2601
O	2.8469	4.3198	12.6952
O	1.6987	10.5251	21.2393
O	3.9633	2.671	19.3802
O	0.7359	10.0069	15.9241
O	1.2169	9.7373	18.8003
O	1.6954	1.5702	19.3447
O	8.95	10.3394	16.4623
O	4.8938	8.5491	18.7409
O	9.5702	8.7406	10.4704
O	6.7012	4.0582	18.8257
O	2.848	1.6635	13.3598
O	5.8187	8.768	21.2153
O	2.5404	2.4293	10.8474
O	7.5764	4.829	21.1445
O	5.2126	7.4594	12.533
O	0.442	9.0337	12.4731
O	7.5934	1.0381	13.5495
O	7.1226	9.602	14.7025
O	8.9915	5.0217	12.6559
O	8.0656	7.99	16.8606
O	6.2152	2.5539	21.9323
O	2.4664	9.0243	14.0813
O	0.432	4.4795	11.7884
O	0.9318	8.0061	20.7613
O	9.382	3.8107	10.3147
O	9.6682	2.3751	12.5057
O	7.641	8.5136	19.3514
O	2.5539	8.1216	11.344
O	4.0013	3.0038	15.3101
O	0.7694	4.4067	14.3541
O	10.0682	2.9835	18.9372
O	9.1482	7.7917	12.9295
O	10.4262	0.5038	20.0236
O	6.0388	5.0251	11.8994
O	8.1383	2.6545	17.0457
O	3.557	5.3658	16.6907
O	4.6621	9.1123	10.3681
O	1.5277	6.6332	13.1674
O	4.7745	5.4524	14.3075
O	2.0412	3.7755	20.9536
O	10.5538	1.358	16.9532
O	0.9662	5.933	16.48
O	7.3433	10.9275	21.8725
O	5.9211	0.9168	19.9064
O	6.0942	10.0065	12.3615
O	2.8537	0.508	15.565
O	7.0489	7.981	10.7469
O	10.2559	7.9132	18.5612
O	3.4546	9.1672	16.5424

Results
free energy: -145947.357 eV
free energy less fixed offsets of As -4856.12, O -568.88, Si -635.61 eV per atom: 2.363 eV

Forces (eV/angstrom), in the order of the atoms: element, x, y, z
As	0.0007	0.0614	-0.0909
Si	-0.0086	0.0283	-0.0743
Si	-0.0009	0.1157	-0.0285
Si	0.0888	-0.0258	-0.1195
Si	-0.0056	-0.0257	-0.0523
Si	0.01	0.0138	0.0048
Si	-0.0197	-0.0013	-0.0017
Si	0.0354	0.0414	-0.0034
As	-0.04	0.0014	0.0834
Si	-0.0355	-0.0593	0.0563
Si	-0.014	-0.0262	0.0367
Si	0.0322	-0.0055	0.0014
Si	-0.0005	0.0396	0.0265
Si	-0.0184	-0.015	0.0073
Si	-0.0071	-0.003	-0.0245
Si	0.012	-0.0029	-0.0187
Si	0.0514	-0.004	-0.0071
Si	0.0125	0.0638	0.0006
Si	-0.0117	0.0001	-0.0222
Si	-0.0049	0.0314	0.0007
Si	0.0239	0.0016	0.0048
Si	-0.0223	0.0371	0.0437
Si	0.0514	-0.0391	-0.0022
Si	0.0173	-0.0062	0.01
Si	-0.0331	0.0238	-0.0257
Si	-0.0007	-0.0634	-0.0247
Si	0.0463	-0.0173	0.0059
Si	-0.0044	-0.0136	0.0069
Si	-0.0071	-0.0358	-0.0209
Si	-0.0058	0.0021	-0.0098
Si	-0.05	-0.0341	0.0576
Si	0.0027	-0.0037	0.0262
Si	0.0234	0.0026	-0.0227
Si	0.0099	-0.0425	0.0042
Si	-0.012	0.0257	-0.0143
Si	-0.006	0.0187	0.0015
Si	-0.0327	-0.0141	-0.003
Si	-0.0024	-0.0043	-0.0071
Si	-0.0108	0.0242	-0.0037
Si	-0.0031	0.0192	-0.0026
Si	0.0076	0.0193	-0.0201
Si	0.1466	0.0158	0.1057
Si	0.1263	-0.0096	0.1235
Si	-0.1097	-0.0456	-0.1132
Si	0.0452	-0.0085	0.1303
Si	0.0464	0.0224	-0.1688
Si	0.005	-0.0691	-0.0749
Si	-0.223	-0.1789	0.0768
Si	-0.005	0.0462	-0.0109
Si	-0.0111	0.0642	-0.1128
Si	0.0551	0.0826	0.0088
Si	-0.0243	0.0925	0.06
Si	-0.0562	-0.0258	-0.0775
Si	-0.0091	0.0871	-0.0518
Si	0.0482	0.1046	0.0941
Si	0.0318	0.1125	0.0411
Si	0.0055	-0.007	-0.0041
Si	-0.0204	0.0187	0.0054
Si	0.018	-0.0069	-0.0044
Si	0.027	-0.0102	0.0156
Si	-0.0021	-0.0099	0.0082
Si	-0.0072	0.0002	0.0003
Si	0.0315	0.0029	0.0104
Si	0.0309	-0.0034	-0.0004
Si	-0.0006	-0.0012	0.019
Si	-0.0058	-0.0042	0.0211
Si	-0.0267	0.0067	-0.0074
Si	0.0271	0.0112	-0.0499
Si	0.0135	0.0072	0.0298
Si	-0.0157	0.0174	0.0035
Si	-0.0111	0.0023	-0.0143
Si	0.0116	0.042	-0.017
Si	-0.0082	-0.0055	-0.0133
Si	-0.0162	-0.0206	0.016
Si	0.0114	0.012	0.0071
Si	0.0002	0.0032	0.0009
Si	-0.0152	-0.0069	-0.005
Si	-0.0117	-0.0214	0.0123
Si	0.0073	0.0135	0.002
Si	0.0008	-0.0044	-0.0108
Si	0.0097	0.0004	0.0085
Si	0.0001	-0.0068	0.0084
Si	0.0038	0.0032	0.0067
Si	-0.0049	-0.0021	0.0114
Si	0.0019	-0.002	0.0064
Si	-0.0035	-0.003	0.0097
Si	0.0014	0.0003	0.0059
Si	-0.0001	-0.0007	0.0096
Si	-0.0048	-0.0025	-0.0201
Si	0.0015	-0.006	-0.0125
Si	-0.0022	-0.0063	-0.021
Si	-0.0006	0.0028	-0.0171
Si	-0.0018	-0.0017	-0.0259
Si	0.0001	0.003	-0.0207
Si	-0.0063	-0.007	-0.0246
Si	-0.0033	0.0011	-0.0232
O	-0.0112	-0.0347	0.0577
O	0.0068	-0.0349	0.0223
O	-0.0277	0.0119	0.0762
O	-0.0115	-0.0245	0.0131
O	-0.0028	-0.0043	0.0061
O	0.001	-0.0007	0.0063
O	-0.0036	0.002	0.004
O	0.0033	-0.0045	0.0079
O	0.0035	-0.0081	0.0066
O	-0.0074	0.006	0.0124
O	0.0107	-0.0085	0.015
O	-0.0057	0.0051	0.0061
O	0.0045	-0.0095	0.0103
O	-0.0042	0.0063	0.0081
O	-0.003	0.0032	0.0084
O	0.0072	-0.0052	0.0105
O	-0.0336	0.0165	0.0078
O	-0.0127	0.0173	0.0225
O	0.0105	0.0082	-0.0296
O	-0.0003	-0.001	-0.0092
O	0.0266	-0.0243	0.0094
O	0.0176	-0.015	0.0203
O	-0.0247	-0.0629	0.0052
O	-0.0275	0.0075	-0.0238
Si	0.0036	0.0013	0.0028
Si	0.0001	-0.0013	0.0072
Si	-0.0034	-0.0045	0.0072
Si	-0.0072	-0.0036	0.0074
Si	-0.0056	-0.0094	0.0063
Si	-0.0003	-0.0024	0.0053
Si	0.0094	0.007	0.0062
Si	0.0001	-0.0021	0.0088
Si	-0.0014	-0.0016	0.008
Si	0.0011	-0.0019	0.0063
Si	0.0054	0.0239	-0.0133
Si	0.0003	-0.0016	0.0069
Si	0.0015	-0.0029	-0.0031
Si	0.0007	0.0138	0.0133
Si	0.0098	-0.0146	-0.0074
Si	0.0037	-0.0031	-0.0052
Si	-0.0019	-0.0058	0.0097
Si	0.0021	-0.0018	0.0079
Si	0.0044	-0.0131	0.0117
Si	-0.0093	0.0021	-0.0075
Si	-0.0003	-0.008	0.0027
Si	-0.0121	-0.0104	0.0165
Si	-0.0021	-0.0046	0.0056
Si	0.0012	-0.0106	-0.0055
Si	0	-0.0006	0.005
Si	0.0002	-0.0026	0.0072
Si	-0.0043	0.0011	0.0101
Si	-0.0037	-0.0288	0.0108
Si	0.0045	-0.0073	0.0108
Si	-0.0063	-0.0041	-0.007
Si	0.0013	-0.0026	0.0055
Si	0.0009	0.0002	0.0081
Si	-0.0013	-0.0045	0.0051
Si	-0.003	-0.0032	0.0057
Si	-0.0019	-0.0016	0.0067
Si	-0.0031	0.0036	0.0027
Si	0.0241	-0.0276	0.011
Si	0.0007	-0.004	0.0096
O	-0.0015	-0.003	-0.0052
O	0.0019	-0.0092	-0.0016
O	-0.001	0.0017	-0.0087
O	-0.0005	-0.0039	-0.0039
O	-0.0009	-0.0027	-0.0073
O	-0.007	-0.0049	0.0045
O	-0.0008	-0.0013	-0.004
O	0.0007	-0.0001	-0.004
O	-0.005	0.0028	0.004
O	0.0008	0.0038	-0.003
O	-0.005	-0.0007	-0.001
O	-0.0018	-0.0016	-0.0039
O	-0.0041	0.0001	-0.0063
O	0.0036	0.0002	-0.0019
O	-0.018	-0.0045	-0.0043
O	-0.0009	-0.002	-0.0038
O	-0.0017	0.0005	0.0038
O	0.0026	-0.0076	-0.005
O	-0.0007	-0.0011	-0.0051
O	-0.0015	-0.0027	-0.006
O	-0.0106	-0.0003	-0.0153
O	-0.0003	-0.0039	-0.0001
O	-0.0004	-0.0029	-0.0043
O	0.0003	-0.0028	-0.0036
O	-0.0023	0.0037	-0.0003
O	-0.0021	-0.0045	-0.0047
O	0.0014	-0.0038	0.0014
O	0.0015	-0.0006	-0.0003
O	-0.0002	0.0027	0.002
O	0.0001	-0.0013	-0.0064
O	0.0069	-0.0035	0.0055
O	-0.0003	-0.0019	0.0036
O	-0.0023	-0.0016	0.0111
O	-0.0002	-0.0026	-0.0042
O	-0.0005	-0.0029	-0.0056
O	-0.0014	-0.0031	-0.0046
O	-0.0014	-0.0017	-0.0049
O	-0.0008	-0.0005	-0.0032
O	-0.0034	0.0003	-0.0041
O	0.0043	0.005	0.0008
O	0.0001	-0.0025	-0.0039
O	0.0011	-0.0016	-0.0058
O	-0.0139	-0.0021	-0.002
O	0.0024	-0.0002	-0.001
O	-0.0001	-0.0036	-0.0055
O	-0.0009	-0.006	-0.0009
O	-0.0044	-0.0028	0.0051
O	-0.0008	0.0014	-0.0036
O	-0.0003	-0.004	-0.0058
O	-0.0003	-0.0002	-0.0061
O	-0.001	-0.0032	-0.0045
O	0.0094	0.0111	-0.0098
O	0.0008	0.0008	-0.0041
O	-0.0024	-0.0027	-0.0023
O	0.0027	-0.0041	-0.0068
O	0.0047	-0.0016	-0.0012
O	-0.0009	-0.0029	-0.0053
O	-0.0018	-0.0046	-0.0021
O	0.0062	-0.0067	-0.0046
O	-0.0015	-0.0054	-0.0055
O	-0.0008	-0.0035	-0.0055
O	-0.0179	-0.028	0.01
O	-0.0064	0.0036	-0.0078
O	0	-0.0017	-0.0041
O	0	-0.001	-0.0051
O	-0.0069	-0.0013	-0.0013
O	-0.0046	-0.0061	-0.0027
O	-0.002	-0.0025	-0.0022

The program warned: the cutoff lies below the one the program advises for these potential files; the exchange-correlation potential is rough where the density is thin.
